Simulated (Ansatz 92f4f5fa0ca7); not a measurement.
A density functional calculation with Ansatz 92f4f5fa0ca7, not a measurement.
Periodic cell of 406 atoms, Si266O140, from a study of silicon, its oxide and their interface. The atomic structure is a simulated model.
Doubt: the cutoff is far below the 930 eV that the study's wrapper takes by default for these files, so forces and energies are approximate.
This geometry differs little from another in the collection (a relaxation step or a small displacement).

Settings
functional: PBE
potential files: Ansatz PAW
basis: plane waves
wave-function cutoff: 580 eV
density cutoff ratio: 5
exchange-correlation grid ratio: 1
k mesh: 1 x 1 x 1, Gamma-centred
self-consistency stop: 5e-08 eV per atom in the density residual
occupations: fixed
spin: none
net charge: 0

Cell vectors (angstrom)
a	15.4687	0	0
b	0	12.8259	0
c	0	0	36.0388

Atoms and the computed forces on them: element, x, y, z (angstrom), force x, y, z (eV/angstrom)
Si	-0.006	1.168	33.346	-0.006	0.002	-0.049
Si	3.882	1.177	33.369	0.008	0.007	-0.034
Si	7.746	1.187	33.352	-0.006	-0.035	-0.03
Si	11.633	1.189	33.353	0.008	0.019	-0.033
Si	1.873	7.578	33.384	-0.016	0.002	-0.007
Si	5.809	7.573	33.397	-0.005	-0.012	-0.011
Si	9.64	7.587	33.363	0.021	-0.03	-0.013
Si	13.529	7.576	33.329	-0.001	0.002	-0.019
Si	1.934	5.247	33.772	-0.139	0.122	0.647
Si	5.801	5.247	33.772	0.079	-0.007	0.063
Si	9.668	5.247	33.772	-0.004	0.227	-0.499
Si	13.535	5.247	33.772	-0.114	-0.024	-0.482
Si	0	11.66	33.772	-0.128	-0.093	0.007
Si	3.867	11.66	33.772	0.125	0.125	-0.053
Si	7.734	11.66	33.772	-0.207	0.204	-0.004
Si	11.602	11.66	33.772	0.062	0.134	0.01
Si	0	4.664	35.009	0.091	0.024	0.009
Si	3.867	4.664	35.009	-0.043	-0.011	0.004
Si	7.734	4.664	35.009	-0.021	-0.102	-0.07
Si	11.602	4.664	35.009	0.045	-0.077	-0.11
Si	1.934	11.077	35.009	0.016	0.008	-0.039
Si	5.801	11.077	35.009	0.005	0.107	0.058
Si	9.668	11.077	35.009	-0.004	-0.02	-0.035
Si	13.535	11.077	35.009	-0.004	0.041	0.032
Si	0	2.332	35.421	-0.025	-0.048	-0.058
Si	3.867	2.332	35.421	0.039	0.051	0.095
Si	7.734	2.332	35.421	-0.046	0.014	0.036
Si	11.602	2.332	35.421	0.132	-0.015	0.052
Si	1.934	8.745	35.421	-0.285	0.017	0.179
Si	5.801	8.745	35.421	0.088	0.066	0.232
Si	9.668	8.745	35.421	-0.031	0.083	0.038
Si	13.535	8.745	35.421	0.056	-0.021	-0.177
Si	1.934	1.749	0.619	0.01	-0.026	-0.021
Si	5.801	1.749	0.619	-0.008	0.023	0.006
Si	9.668	1.749	0.619	-0.017	-0.038	-0.036
Si	13.535	1.749	0.619	-0.021	0.054	0.012
Si	0	8.162	0.619	0.043	0.073	0.044
Si	3.867	8.162	0.619	0.044	-0.022	-0.038
Si	7.734	8.162	0.619	-0.042	0.011	0.038
Si	11.602	8.162	0.619	0.009	-0.024	-0.059
Si	0	5.83	1.031	-0.095	-0.006	0.035
Si	3.867	5.83	1.031	0.035	0.009	0.006
Si	7.734	5.83	1.031	0.031	0.07	0.048
Si	11.602	5.83	1.031	-0.036	0.021	0.028
Si	1.934	12.243	1.031	-0.009	0.009	-0.003
Si	5.801	12.243	1.031	-0.019	-0.087	-0.055
Si	9.668	12.243	1.031	-0.001	0.041	0.022
Si	13.535	12.243	1.031	0.015	-0.014	-0.009
Si	1.934	5.247	2.268	0.009	-0.021	0.202
Si	5.801	5.247	2.268	-0.114	-0.021	0.034
Si	9.668	5.247	2.268	0.114	-0.014	0.033
Si	13.535	5.247	2.268	0.111	0.021	0.114
Si	0	11.66	2.268	0.004	-0.051	-0.337
Si	3.867	11.66	2.268	0.17	0.019	-0.081
Si	7.734	11.66	2.268	-0.147	-0.041	-0.092
Si	11.602	11.66	2.268	-0.05	0.006	-0.036
Si	1.934	2.915	2.68	-0.001	0	-0.019
Si	5.801	2.915	2.68	0.013	-0.071	-0.058
Si	9.668	2.915	2.68	0.035	-0.001	0.021
Si	13.535	2.915	2.68	0.015	-0.137	-0.102
Si	0	9.328	2.68	-0.072	0.023	0.063
Si	3.867	9.328	2.68	-0.042	0.037	0.035
Si	7.734	9.328	2.68	0.032	0.103	0.106
Si	11.602	9.328	2.68	-0.002	0.013	0.036
Si	5.796	0.646	30.026	0.073	0.039	0.029
Si	1.983	0.464	30.135	0.024	-0.006	0.019
Si	8.609	3.726	23.5	0.041	0.035	-0.059
Si	17.385	-1.834	30.549	-0.022	-0.005	-0.011
Si	4.442	6.586	27.249	0.066	-0.027	-0.093
Si	7.266	3.737	28.225	-0.081	0.025	0.01
Si	5.373	8.835	25.497	0.004	-0.087	0.088
Si	5.778	4.68	22.668	0.044	-0.014	-0.04
Si	2.028	4.355	21.394	-0.081	0.078	0.001
Si	7.458	-0.645	26.941	0.163	0.029	0.058
Si	16.298	7.074	22.018	-0.06	0.055	0.049
Si	19.967	0.362	26.567	-0.105	0.075	0.117
Si	-5.863	11.279	30.624	-0.007	0.008	-0.005
Si	3.683	7.032	30.344	-0.042	0.008	0.052
Si	0.99	9.99	22.965	-0.096	-0.106	-0.004
Si	19.077	11.128	24.433	0.059	-0.033	-0.088
Si	-2.972	6.811	25.972	-0.043	0.048	-0.043
Si	2.034	7.723	28.753	0.127	-0.113	-0.096
Si	12.222	6.124	16.232	-0.076	0.128	0.137
Si	11.725	3.14	28.067	-0.01	0.032	0.015
Si	2.088	10.153	28.329	0.049	0.116	0.067
Si	7.738	14.322	28.928	-0.016	-0.025	-0.057
Si	11.526	7.114	29.997	-0.093	0.033	0.029
Si	15.205	5.416	19.77	-0.007	0.072	-0.049
Si	-1.859	0.574	30.02	0.01	0.01	-0.001
Si	0.158	1.021	24.767	0.01	0.003	0.084
Si	5.518	7.599	29.068	0.088	-0.132	0.027
Si	4.958	4.289	27.275	0.068	0.04	0.02
Si	0.844	3.356	28.568	-0.009	0.013	-0.1
Si	-0.005	7.014	29.833	0.041	0.098	-0.033
Si	9.603	7.284	26.667	-0.035	0.032	0.16
Si	13.428	7.744	28.723	-0.047	-0.156	-0.076
Si	0.168	0.976	28.763	0.011	-0.067	-0.048
Si	8.976	-1.161	24.29	0.034	0.001	0.013
Si	9.69	0.782	30.146	-0.042	0.001	0.021
Si	11.236	-1.068	25.1	0.042	-0.075	-0.091
Si	-2.091	10.188	28.271	0.082	0.153	-0.036
Si	3.765	4.669	30.629	-0.02	0.022	-0.013
Si	7.639	7.136	30.025	-0.007	0.003	-0.003
Si	9.564	7.96	28.876	0.02	0.016	-0.018
Si	0.05	4.652	30.421	-0.02	-0.024	-0.044
Si	3.31	3.413	28.697	-0.077	-0.034	0.037
Si	7.681	4.79	30.347	-0.012	-0.012	0.005
Si	11.61	4.64	30.195	0.038	-0.122	-0.102
Si	9.362	6.421	17.463	-0.028	-0.029	0.016
Si	5.255	9.799	28.377	0.05	0.115	-0.104
Si	9.539	10.381	28.495	-0.139	0.098	0.008
Si	13.545	11.081	30.486	0.02	-0.025	-0.06
Si	1.868	4.069	31.804	0.029	-0.037	0.049
Si	5.811	4.124	31.691	-0.018	-0.007	-0.035
Si	9.679	4.173	31.589	0.007	0.014	-0.019
Si	13.508	4.129	31.603	0.009	0.002	0.029
Si	-0.025	10.442	31.734	-0.031	-0.012	-0.021
Si	3.905	10.497	31.711	-0.035	0.008	-0.072
Si	7.67	10.526	31.707	0.003	0.014	-0.021
Si	11.581	10.526	31.701	0.01	-0.013	-0.02
Si	1.944	1.732	32.138	0.022	-0.007	0.002
Si	5.808	1.78	32.111	0.011	0.029	-0.007
Si	9.699	1.879	32.184	0.01	0.028	-0.001
Si	13.55	1.787	32.066	-0.021	-0.024	-0.009
Si	-0.012	8.104	32.02	-0.007	0.007	0.01
Si	3.842	8.215	32.302	0.001	0.023	0.006
Si	7.699	8.199	32.129	0.016	0.001	0.006
Si	11.565	8.171	32.119	-0.003	-0.008	0.007
Si	0	2.332	3.917	-0.092	0.086	-0.171
Si	3.867	2.332	3.917	0.064	-0.032	-0.058
Si	7.734	2.332	3.917	-0.18	-0.218	-0.094
Si	11.602	2.332	3.917	0.121	-0.001	-0.158
Si	1.934	8.745	3.917	0.154	-0.237	-0.096
Si	5.801	8.745	3.917	-0.102	0.02	0.426
Si	9.668	8.745	3.917	0.05	-0.087	0.079
Si	13.535	8.745	3.917	0.065	0.118	0.019
Si	1.955	6.415	4.361	0.005	0.004	0.023
Si	5.797	6.422	4.329	0.004	0.03	0.017
Si	9.699	6.409	4.335	-0.008	0.011	0.03
Si	13.573	6.433	4.335	0	0.014	0.019
Si	0.011	12.817	4.291	-0.013	-0.009	0.008
Si	3.893	12.812	4.329	-0.001	0.004	0.011
Si	7.683	12.808	4.326	0.011	-0.023	-0.022
Si	11.573	12.818	4.334	0.001	0.02	0.049
Si	0.017	5.9	5.643	-0.018	-0.018	-0.013
Si	3.897	5.864	5.643	0.017	0.013	0.024
Si	7.737	5.786	5.512	0.032	0.007	0.031
Si	11.663	5.886	5.593	0.014	-0.016	0.004
Si	1.945	12.151	5.46	-0.011	-0.034	0.028
Si	5.791	12.176	5.631	0.011	-0.014	-0.003
Si	9.6	12.19	5.525	-0.044	-0.002	-0.003
Si	13.553	12.231	5.504	0.014	-0.048	0.022
Si	-0.029	3.565	5.923	-0.025	0.031	0.008
Si	3.919	3.509	5.961	0.005	0.034	0.015
Si	7.696	3.456	5.974	-0.009	0.02	0.039
Si	11.647	3.554	5.925	0.028	0.043	0
Si	1.96	9.839	5.99	-0.014	-0.022	0.006
Si	5.771	9.854	6.088	0.003	-0.005	0.03
Si	9.709	9.877	6.004	0.006	-0.01	0.01
Si	13.557	9.899	5.996	-0.005	-0.001	0.03
Si	1.919	2.923	7.022	-0.008	-0.019	-0.04
Si	5.782	2.774	7.259	-0.003	-0.004	0.008
Si	11.51	3.365	10.379	-0.072	-0.001	-0.077
Si	13.319	0.646	11.177	0.019	-0.04	0.731
Si	0.03	9.314	7.241	-0.014	0.028	0.068
Si	3.79	9.296	7.416	0.015	0.023	0.079
Si	7.793	9.274	7.237	-0.012	-0.001	-0.033
Si	11.657	9.328	7.288	-0.027	0.014	-0.003
Si	-1.889	6.37	9.076	0.038	0.059	0.237
Si	1.941	6.154	9.018	0.074	-0.075	-0.045
Si	11.699	6.999	7.716	0.034	0.017	-0.035
Si	9.719	6.289	8.734	-0.013	0.025	-0.071
Si	-2.467	17.161	14.752	0.074	-0.08	-0.02
Si	5.706	13.224	7.763	0.023	0.008	0.067
Si	9.706	13.465	7.478	0.058	-0.02	-0.032
Si	13.63	13.455	7.5	0.081	0.017	-0.032
Si	3.87	6.937	7.813	-0.029	-0.001	0.005
Si	3.619	12.831	8.804	0.028	-0.007	-0.001
Si	7.775	6.927	7.556	0.01	0.059	-0.005
Si	15.501	6.988	7.818	0.089	-0.035	-0.016
Si	-5.507	9.974	10.717	0.084	-0.056	0.095
Si	1.963	13.486	7.348	-0.007	0.031	-0.015
Si	7.854	10.118	9.471	-0.098	-0.077	0.017
Si	8.361	7.748	14.82	0.074	-0.028	0.07
Si	1.877	3.824	9.14	-0.049	0.076	0.069
Si	5.452	-0.537	11.561	-0.145	0.006	0.033
Si	9.707	2.921	7.048	-0.01	0.022	0.003
Si	15.592	1.139	10.722	0.04	0.146	-0.049
Si	0.144	12.909	8.625	0.074	0.092	-0.06
Si	3.873	10.386	11.628	0.087	0.046	-0.046
Si	2.998	10.589	9.37	-0.102	0.048	-0.027
Si	11.777	10.602	9.29	0.113	0.02	0.058
Si	2.487	5.639	11.352	0.01	-0.043	-0.014
Si	3.777	3.574	10.525	-0.072	0.008	0.016
Si	5.785	3.967	9.289	0.011	-0.019	-0.001
Si	13.58	7.594	12.149	-0.023	0.045	-0.071
Si	0.453	10.668	9.114	-0.078	0.008	-0.067
Si	7.802	15.842	10.145	0.052	-0.018	0.034
Si	17.42	13.538	12.241	-0.024	-0.038	0.078
Si	8.697	13.722	9.634	0.027	-0.094	0.052
Si	-1.917	2.968	7.2	-0.005	-0.041	-0.012
Si	-0.042	3.409	10.565	0.137	0.101	0
Si	9.671	4.009	9.092	-0.003	0.054	-0.022
Si	11.086	1.082	10.476	0.112	0.043	-0.063
Si	-1.954	4.033	9.335	0.041	-0.149	-0.022
Si	6.62	7.552	10.717	-0.047	-0.164	0.003
Si	15.654	4.05	12.904	-0.093	-0.132	-0.195
Si	19.272	1.123	10.877	0.019	0.056	-0.008
O	25.384	14.269	19.095	-0.014	0.001	0.013
O	9.897	23.64	12.166	-0.036	0.02	-0.027
O	8.56	25.371	22.995	0.012	-0.03	-0.041
O	11.35	-8.679	20.837	0.04	-0.036	-0.044
O	8.786	-4.231	20.937	-0.027	0.03	-0.002
O	13.406	8.828	22.709	0.014	0.002	0.035
O	-2.26	19.502	27.431	0.029	0.036	0.118
O	16.564	23.342	17.056	-0.019	-0.03	-0.033
O	11.957	0.401	24.846	0.064	-0.063	0.059
O	-6.136	20.105	18.839	-0.01	0.014	-0.024
O	17.528	21.696	19.039	0.02	0	-0.01
O	32.36	-4.201	22.097	0.001	-0.034	0
O	-0.501	13.105	20.192	-0.013	0.044	0.017
O	12.081	5.341	25.374	0.047	-0.033	-0.01
O	3.245	19.844	11.796	0	0.064	0.073
O	-23.563	17.484	22.977	-0.035	-0.003	-0.002
O	-3.544	-5.335	15.376	0.015	-0.036	-0.048
O	4.874	7.312	25.823	-0.056	-0.029	0.043
O	4.307	20.796	20.215	0.012	-0.004	0.01
O	12.042	-15.069	24.237	0.01	0.12	0.109
O	27.181	-8.587	13.735	-0.021	-0.01	0.125
O	4.985	1.649	25.61	-0.03	-0.088	-0.028
O	-7.877	22.028	14.823	-0.013	-0.004	-0.052
O	-3.364	-12.055	22.23	0.027	0.023	0.072
O	24.049	3.503	25.123	0.017	-0.035	0.067
O	17.144	7.366	13.935	-0.092	-0.014	0.028
O	20.753	3.65	21.48	-0.026	0.015	0.044
O	-10.429	4.109	24.026	-0.041	-0.017	-0.01
O	0.227	17	27.23	0.043	-0.091	0.055
O	-6.713	10.093	23.935	-0.022	0.004	-0.002
O	5.74	-5.24	12.078	0.049	0.013	0.019
O	-7.998	27.113	13.227	0.011	0.053	0.047
O	19.581	9.668	24.908	0.018	0.012	0.028
O	6.797	-5.592	19.85	0.014	0.009	0.004
O	-7.608	12.055	25.397	-0.089	-0.021	0.027
O	5.46	-6.623	22.045	0.002	0.011	0.036
O	34.663	-2.482	28.019	-0.066	-0.041	0.018
O	24.294	-31.012	16.345	-0.031	0.029	-0.034
O	0.083	-15.027	19.435	0.006	0.011	0.009
O	15.337	19.535	15.789	-0.005	-0.054	-0.055
Si	-2.73	14.054	23.674	-0.123	0.051	-0.064
Si	7.929	3.81	17.029	-0.034	0.025	0.1
Si	8.138	8.666	24.382	0.114	-0.081	-0.076
Si	0.158	7.601	14.454	0.143	0.112	0.053
Si	-6.484	4.133	26.594	-0.081	0.04	0.038
Si	9.601	6.858	10.969	0.061	-0.022	-0.022
Si	-4.731	-8.629	12.42	0.084	-0.033	-0.251
Si	9.75	7.929	22.068	0.027	-0.043	0.009
Si	10.55	2.301	17.872	-0.001	-0.044	-0.012
Si	7.761	0.936	22.276	0.023	0.025	0.024
Si	0.396	11.789	20.536	0.019	-0.095	-0.071
Si	18.901	24.856	20.212	-0.017	-0.054	0.006
Si	-14.728	-3.24	18.375	0.037	0.003	-0.036
Si	5.36	6.748	20.464	-0.012	-0.024	-0.009
Si	2.266	2.225	14.098	-0.032	0.029	-0.062
Si	18.415	-5.332	14.944	-0.02	0.009	0.051
Si	11.658	0.009	8.533	-0.046	0.036	-0.051
Si	-13.316	14.99	23.75	0.17	0.013	-0.074
Si	-7.344	8.15	19.525	0.044	-0.032	0.053
Si	15.915	11.842	27.186	0.066	0.073	0.036
Si	11.619	13.643	28.734	-0.025	-0.059	-0.039
Si	4.19	-8.766	20.308	0.122	0.019	-0.083
Si	3.974	-20.988	15.306	-0.069	-0.059	0.028
Si	5.049	-9.929	17.668	0.019	0.072	-0.001
Si	8.003	10.729	15.35	0.015	0.067	-0.08
Si	5.912	-6.528	8.871	0.009	0.038	0.001
Si	-4.029	-1.391	27.486	-0.008	-0.002	0.094
Si	-1.636	11.367	10.271	0.062	-0.634	-0.177
Si	13.124	-0.21	13.975	0.148	0.036	-0.243
Si	11.1	5.119	22.108	-0.036	0.052	-0.096
Si	17.507	11.217	12.896	0.018	0.032	0.059
Si	4.434	3.211	25.289	0.183	0.084	0.104
Si	4.182	0.609	15.727	-0.009	0.004	0.002
Si	9.166	0.152	19.748	-0.005	0.045	0.015
Si	19.734	8.138	12.431	-0.072	0.016	0.074
Si	7.731	-1.941	17.783	-0.003	-0.059	0.101
Si	10.607	-1.918	13.651	0.106	-0.03	-0.048
Si	12.525	3.739	19.787	-0.017	0.001	0.091
Si	5.796	11.121	30.354	-0.002	-0.061	-0.128
Si	3.83	1.126	28.795	0.004	-0.034	-0.065
Si	1.435	-2.951	15.598	0.038	0.007	-0.015
Si	20.167	-12.425	22.627	0.044	-0.075	-0.068
Si	6.86	5.01	14.315	-0.034	-0.02	0.129
Si	-4.158	8.023	13.977	-0.075	0.11	0.045
Si	14.404	-4.604	23.85	0.045	0.024	-0.08
Si	12.844	4.384	24.266	-0.091	0.041	-0.146
Si	19.073	-3.609	19.454	-0.052	0.026	0.032
Si	11.798	-0.387	21.099	0.046	-0.041	-0.054
Si	14.527	3.488	26.333	-0.025	0.12	0.032
Si	14.87	19.749	17.338	0.018	0.09	0.052
Si	13.731	13.837	19.429	-0.005	-0.002	-0.028
Si	27.641	-2.941	22.758	-0.021	-0.074	-0.077
Si	13.019	1.559	16.462	-0.078	-0.082	0.052
Si	-0.874	-15.092	12.316	-0.272	0.518	-0.323
Si	23.442	2.871	12.491	-0.028	-0.095	-0.168
Si	6.914	-0.564	9.662	-0.048	-0.001	-0.008
Si	6.437	13.038	13.597	-0.013	-0.053	-0.215
Si	-10.818	11.316	17.669	-0.099	0.004	0.057
O	4.737	-20.178	19.636	-0.04	-0.031	0.008
O	4.447	0.138	21.045	-0.002	0.028	0.015
O	0.777	-9.884	14.003	0.03	0.055	-0.019
O	-0.762	7.126	13.222	-0.021	0.005	-0.011
O	-11.092	4.056	16.749	0.009	-0.007	0.01
O	10.803	-7.036	17.024	0.09	0.007	-0.043
O	-12.036	26.933	23.175	-0.07	0.047	0
O	21.662	1.045	22.738	-0.04	0	0.028
O	11.561	12.21	13.777	-0.134	-0.015	0.005
O	17.446	5.891	22.074	0.035	-0.1	-0.063
O	8.722	-0.887	18.567	-0.021	-0.014	-0.035
O	8.283	-7.596	17.73	0.005	0	-0.008
O	10.22	-0.57	20.77	-0.018	-0.025	0.023
O	22.561	17.006	12.941	-0.022	0.023	-0.032
O	1.382	5.16	12.52	0.054	-0.01	-0.025
O	13.436	0.345	15.461	-0.009	0.017	0.034
O	9.54	3.159	12.905	-0.013	0.041	0.067
O	13.77	22.016	12.091	-0.025	-0.216	0.095
O	5.147	0.832	14.419	-0.002	-0.021	0.038
O	5.935	9.587	26.846	-0.042	0.044	0.103
O	23.373	-12.147	20.66	-0.016	-0.026	-0.022
O	15.044	1.991	25.961	-0.028	-0.018	-0.052
O	13.25	2.999	15.704	0.024	0.08	-0.079
O	0.169	5.802	18.241	-0.018	-0.006	0.001
O	-21.399	-1.818	14.871	0.032	-0.013	-0.02
O	10.538	6.566	21.62	0.01	-0.001	0.025
O	8.08	10.95	27.836	0.069	-0.017	0.014
O	14.135	-14.287	13.669	0.012	-0.079	0.249
O	8.084	0.765	27.459	-0.048	-0.044	0.025
O	11.647	3.403	18.436	-0.012	0.03	-0.049
O	4.301	-9.895	19.124	-0.021	0.001	0.035
O	-0.306	-4.405	17.92	-0.023	-0.033	-0.017
O	12.468	12.83	19.66	0.001	-0.007	0.006
O	23.213	9.44	18.59	0.007	0.04	-0.026
O	16.22	10.324	12.338	-0.106	0.077	-0.038
O	35.631	-1.034	23.408	0.008	-0.011	0.04
O	28.592	29.044	27.193	-0.021	-0.055	0.022
O	3.24	16.371	14.362	0.036	-0.027	0.007
O	15.263	19.776	23.286	0.027	-0.002	-0.023
O	-3.053	2.817	23.985	0.031	-0.026	0.058
O	31.698	4.267	20.331	0.007	-0.007	0.032
O	30.937	22.269	24.167	0.011	0.017	0.014
O	0.204	11.07	22	-0.005	0.032	0.023
O	-16.579	13.72	23.7	0.056	-0.008	0.025
O	5.825	12.301	27	0.033	-0.028	-0.013
O	-1.761	6.938	10.673	-0.052	-0.065	-0.235
O	6.762	-16.535	10.258	0.067	0.127	-0.042
O	-2.064	15.247	20.193	0.005	0.003	0.029
O	26.895	-11.437	16.835	0.003	0.032	-0.026
O	-2.904	5.204	22.873	0.041	-0.04	0.087
O	25.62	5.69	12.004	-0.05	0.027	0.033
O	-13.254	-2.005	23.639	0.044	0.11	0.086
O	24.649	5.741	26.364	-0.03	-0.05	-0.011
O	-1.546	1.345	17.83	0.029	0.001	-0.026
O	-8.373	24.692	14.556	0.033	-0.004	0.064
O	-0.065	19.608	20.669	-0.001	-0.047	0.025
O	-3.06	11.025	21.621	0.005	0.03	0.015
O	-2.055	0.933	12.849	0.053	-0.063	-0.039
O	3.482	12.202	25.689	0.008	0.008	0.008
O	4.797	14.285	16.969	0	-0.074	-0.017
O	21.708	11.548	17.897	0.022	0.016	-0.01
O	8.008	6.934	11.296	0.007	-0.017	0.025
O	8.517	15.133	22.72	-0.015	-0.026	0.002
O	-1.829	-20.717	19.726	0.011	-0.012	0.002
O	14.352	4.307	24.911	0.079	-0.051	0.055
O	-4.376	-5.191	26.055	0.01	0.014	-0.001
O	4.205	-4.785	14.072	-0.01	0.052	-0.043
O	35.292	-3.081	18.074	0.027	0.021	-0.054
O	9.7	7.778	13.884	-0.007	0.011	-0.016
O	11.574	-3.205	13.897	-0.027	-0.035	0.018
O	1.736	3.214	22.548	-0.008	-0.044	0.047
O	19.113	-2.387	20.549	0.016	0.032	0.005
O	6.517	-4.098	24.339	-0.056	0.042	0.001
O	24.264	-5.249	23.355	-0.052	0.022	0.014
O	4.226	-13.806	16.171	-0.002	0.018	0.001
O	14.627	10.799	27.317	-0.148	-0.01	0.106
O	-6.922	8.267	25.906	-0.015	0.055	-0.024
O	6.67	3.125	17.815	-0.021	-0.032	-0.011
O	10.845	9.051	22.418	-0.014	0.031	0.021
O	27.593	20.087	12.786	0.05	0.006	0
O	1.894	12.422	20.506	0.011	0.041	0.023
O	20.735	17.989	14.484	0.048	0.001	-0.053
O	18.148	13.997	15.323	0.051	-0.003	0.048
O	7.519	16.904	15.481	-0.002	0.028	-0.073
O	2.805	28.678	25.012	-0.07	-0.042	-0.06
O	-1.168	-8.287	13.725	-0.054	-0.036	0.099
O	24.751	-9.916	17.053	0.018	-0.02	-0.027
O	13.54	-5.12	25.106	0.018	-0.009	0.04
O	15.556	9.178	14.926	-0.022	-0.08	-0.02
O	-11.718	25.088	18.643	0.019	-0.002	-0.02
O	10.407	-9.328	27.131	0.014	-0.026	0.032
O	3.149	-6.786	15.644	0.025	-0.026	-0.038
O	28.741	-6.217	17.394	-0.016	-0.007	0.002
O	2.791	32.526	27.471	-0.08	0.073	0.153
O	10.012	17.276	23.113	-0.02	-0.036	0.046
O	2.522	21.507	15.985	-0.024	-0.023	-0.031
O	7.444	6.521	14.311	0.023	-0.001	-0.069
O	0.485	12.444	25.605	-0.029	-0.064	0.076
O	2.037	-14.685	14.546	0.053	0.018	-0.115
O	10.246	-17.27	11.131	-0.088	-0.054	0.031

Results
free energy: -248711.861 eV
free energy less fixed offsets of O -568.88, Si -635.61 eV per atom: 3.599 eV

The program warned: the cutoff lies below the one the program advises for these potential files; the forces do not sum to zero within the program's tolerance; the exchange-correlation potential is rough where the density is thin.
